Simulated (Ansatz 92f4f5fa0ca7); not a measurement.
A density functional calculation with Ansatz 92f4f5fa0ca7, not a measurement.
Periodic cell of 272 atoms, Si165O105As2, from a study of silicon, its oxide and their interface. The atomic structure is a simulated model.
Doubt: the cutoff is far below the 930 eV that the study's wrapper takes by default for these files, so forces and energies are approximate.
This geometry differs little from another in the collection (a relaxation step or a small displacement).

Settings
functional: PBE
potential files: Ansatz PAW
basis: plane waves
wave-function cutoff: 580 eV
density cutoff ratio: 5
exchange-correlation grid ratio: 1
k mesh: 1 x 1 x 1, Gamma-centred
self-consistency stop: 5e-08 eV per atom in the density residual
occupations: fixed
spin: none
net charge: 0

Cell vectors (angstrom)
a  11.6015  0  0
b  0  13.3963  0
c  0  0  29.8085

Atoms: element, x, y, z (angstrom)
Si  11.5448  0.1561  22.9409
Si  3.9009  0.1242  23.0121
Si  7.6688  0.0899  23.1456
Si  2.0151  3.4313  22.9164
Si  5.8794  3.6419  23.0306
Si  9.7919  3.5039  23.164
Si  11.6274  6.8273  23.0471
Si  3.9374  7.0115  23.1692
Si  7.7698  6.8227  23.1524
Si  2.0128  10.2054  23.2491
Si  5.8404  10.0753  23.275
Si  9.8151  10.0655  23.175
Si  11.6993  2.3331  23.8629
Si  3.9665  2.3734  23.7463
Si  7.7788  2.3814  23.7838
Si  2.0039  5.6915  23.6945
Si  5.8144  5.7825  23.9683
Si  9.7136  5.7198  23.9253
Si  11.7191  9.0005  23.9926
Si  3.8912  9.1098  24.1686
Si  7.8301  9.031  23.9547
Si  1.9093  12.4756  23.8086
Si  5.7671  12.3523  23.9159
Si  9.6735  12.3652  23.795
Si  11.6478  2.2683  26.2409
Si  3.9073  2.2944  26.1659
Si  7.753  2.297  26.189
Si  1.9654  5.6134  26.1402
Si  5.8097  5.6524  26.3093
Si  9.6921  5.6367  26.282
Si  11.6518  8.963  26.3273
Si  3.8779  8.9992  26.4564
Si  7.7841  8.9784  26.3033
Si  1.9221  12.3681  26.2089
Si  5.7932  12.3189  26.2765
Si  9.6798  12.3243  26.1964
Si  1.9799  1.1747  27.0353
Si  5.822  1.1717  27.02
Si  9.6817  1.1593  27.0115
Si  11.638  4.5042  27.0195
Si  3.8738  4.5011  27.0274
Si  7.7466  4.5071  27.0457
Si  1.9531  7.8044  27.0728
Si  5.8415  7.8727  27.0861
Si  9.7043  7.8526  27.0759
Si  11.6116  11.2206  27.0366
Si  3.8448  11.2535  27.0752
Si  7.7524  11.2155  27.0443
Si  1.9336  1.1164  29.4135
Si  5.8008  1.1164  29.4135
Si  9.6679  1.1164  29.4135
Si  0  4.4654  29.4135
Si  3.8672  4.4654  29.4135
Si  7.7343  4.4654  29.4135
Si  1.9336  7.8145  29.4135
Si  5.8008  7.8145  29.4135
Si  9.6679  7.8145  29.4135
Si  0  11.1635  29.4135
Si  3.8672  11.1635  29.4135
Si  7.7343  11.1635  29.4135
Si  0  0  0.3944
Si  3.8672  0  0.3944
Si  7.7343  0  0.3944
Si  1.9336  3.3491  0.3944
Si  5.8008  3.3491  0.3944
Si  9.6679  3.3491  0.3944
Si  0  6.6981  0.3944
Si  3.8672  6.6981  0.3944
Si  7.7343  6.6981  0.3944
Si  1.9336  10.0472  0.3944
Si  5.8008  10.0472  0.3944
Si  9.6679  10.0472  0.3944
Si  11.5494  -0.0314  2.7403
Si  3.846  -0.0532  2.7967
Si  7.6623  -0.0779  2.7686
Si  1.9261  3.2959  2.7387
Si  5.7547  3.2973  2.7954
Si  9.5964  3.3299  2.7552
Si  11.5834  6.6605  2.7599
Si  3.8699  6.6412  2.7404
Si  7.7346  6.6705  2.7571
Si  1.935  10.0118  2.7581
Si  5.8287  10.0551  2.7736
Si  9.6821  9.99  2.7567
Si  11.5495  2.2246  3.4301
Si  3.8147  2.1535  3.6227
Si  7.6797  2.1337  3.5476
Si  1.9148  5.5213  3.4933
Si  5.8103  5.5529  3.5528
Si  9.6492  5.5543  3.5837
Si  11.6195  8.8877  3.5766
Si  3.9092  8.8845  3.4454
Si  7.7454  8.8919  3.5648
Si  1.8683  12.2488  3.5391
Si  5.7504  12.236  3.7391
Si  9.6181  12.217  3.5048
Si  11.4688  2.2095  5.7445
Si  3.7205  2.0913  6.0274
Si  7.6086  2.0175  5.9155
Si  1.8919  5.4518  5.8374
Si  5.8092  5.5248  5.9226
Si  9.6119  5.5073  5.9698
Si  11.6598  8.8405  5.9619
Si  3.9491  8.8241  5.7683
Si  7.7898  8.84  5.9456
Si  1.789  12.2036  5.9075
Si  5.7149  12.1676  6.2395
Si  9.5878  12.155  5.8536
Si  1.6398  1.032  6.69
Si  5.6419  1.0527  6.9554
Si  9.6356  0.9807  6.5905
Si  11.5454  4.3825  6.6797
Si  3.8572  4.3691  6.5756
Si  7.6941  4.2371  6.5963
Si  2.0599  7.6752  6.5331
Si  5.8598  7.7698  6.7689
Si  9.7435  7.7429  6.7617
Si  11.4579  11.0519  6.7792
Si  3.6572  10.9775  6.6481
Si  7.7527  11.0211  6.8297
O  9.957  7.8799  8.4264
O  9.9278  0.8599  8.2374
O  1.0593  0.9868  8.2758
O  3.0768  10.5872  8.1579
O  5.8955  7.8835  8.4475
O  5.5133  1.305  8.6314
O  3.9663  4.3602  8.2186
O  7.6655  3.8075  8.2171
O  -0.0955  4.4119  8.3553
O  11.1555  11.055  8.4312
O  8.1053  10.8058  8.4694
O  2.4592  7.5265  8.1264
O  11.4296  0.1996  21.2636
O  10.0371  3.6218  21.5352
O  4.1299  7.5268  21.5846
O  5.9773  4.1073  21.4129
O  5.7231  9.7499  21.6367
O  1.9795  3.3578  21.2319
O  7.3807  13.3983  21.5082
O  3.9849  0.1099  21.3469
O  7.729  6.7826  21.4884
O  2.1003  10.129  21.6022
O  11.4617  6.9053  21.3848
O  10.1274  9.6821  21.5731
Si  11.7197  6.4873  11.3123
Si  1.5854  10.3197  16.2497
Si  0.2535  3.7636  9.8094
Si  8.0406  12.8137  20.1473
Si  2.8589  10.4895  9.7572
Si  2.5282  10.3556  20.0573
Si  10.3492  3.659  19.9522
Si  0.3219  12.8612  17.1146
Si  10.8368  0.6664  19.8027
Si  3.2408  7.77  16.3119
Si  0.2564  6.4494  19.8729
Si  9.3464  2.2897  14.1715
Si  2.7788  2.6066  10.9032
Si  5.1219  11.8673  15.3567
Si  4.9185  8.6644  20.701
Si  3.6023  -0.346  11.2798
Si  5.7577  8.8148  14.9323
Si  -0.126  11.4199  9.9982
Si  9.3876  9.9332  20.1415
Si  3.3671  0.0214  19.8359
Si  7.5563  4.6746  9.5804
Si  2.374  12.2704  14.1506
Si  6.1042  0.5985  10.0056
Si  2.6651  2.8634  19.8146
Si  5.6689  4.0846  13.5655
Si  7.3194  0.2403  15.5729
Si  9.6132  11.6898  15.1643
Si  2.1266  6.5979  13.6198
Si  2.656  3.4811  13.8476
Si  11.6676  9.1439  18.3899
Si  11.2711  0.9542  9.1717
Si  9.2159  7.3298  9.7731
As  8.9588  8.7117  14.5435
Si  4.9892  7.0413  12.4774
Si  2.9319  5.5912  18.7838
Si  2.6457  7.4504  9.7216
Si  6.3615  8.4101  9.9321
Si  4.4084  4.7741  9.7046
Si  9.2897  10.9067  12.2231
Si  5.826  13.0678  17.9273
Si  7.8501  4.6613  18.448
As  8.1415  5.117  15.2229
Si  7.2685  11.1654  9.8395
Si  5.2796  4.1069  19.937
Si  0.7573  1.3846  15.0256
Si  7.5082  7.3881  19.9914
Si  7.74  2.592  11.7124
O  3.548  6.1208  10.1002
O  1.8164  2.6203  14.9366
O  -0.2433  13.0524  10.1647
O  8.439  8.6864  19.7586
O  2.3015  1.2719  19.5682
O  8.2406  4.5306  16.8841
O  2.6633  11.9479  19.7174
O  7.3283  8.8353  15.3651
O  1.2842  0.082  14.1852
O  4.2723  3.3828  14.0391
O  4.1773  3.4576  10.6873
O  10.8603  1.7815  14.5028
O  11.58  4.8777  10.9818
O  10.8603  12.3164  15.9932
O  1.8257  3.3443  9.8142
O  8.5347  5.9315  9.3327
O  11.1221  2.2673  19.5349
O  5.5506  7.5718  11.0512
O  11.3661  7.5696  18.7665
O  7.9778  8.2898  10.2068
O  10.2521  7.1685  11.0341
O  9.2501  3.8878  14.5215
O  8.6034  11.3187  20.384
O  10.5621  10.7517  11.1899
O  8.3283  12.389  15.8688
O  4.2987  2.8112  19.9549
O  4.5002  0.2059  18.6821
O  10.4284  10.0726  18.8984
O  6.566  0.7638  16.9406
O  0.6772  6.775  12.843
O  1.1605  7.2172  10.319
O  3.3533  7.1157  12.6552
O  3.911  9.5323  19.761
O  6.5134  4.4046  14.9267
O  0.758  0.9527  16.6001
O  1.5261  11.7403  17.0924
O  5.7019  8.0626  13.5023
O  3.0079  12.382  12.646
O  6.4852  2.9979  12.6712
O  2.8435  9.3363  16.6573
O  5.9751  7.8829  19.7418
O  1.88  6.3507  19.7694
O  1.3951  9.6485  19.1584
O  9.623  10.0845  15.4484
O  3.208  8.9352  10.2102
O  8.7901  9.4919  12.9044
O  2.2565  7.4026  15.0363
O  8.922  3.7213  19.2065
O  4.8366  7.8963  15.9456
O  7.3292  1.4525  10.632
O  7.8954  6.2285  18.9164
O  6.0019  5.102  9.7986
O  6.8989  -0.7701  19.0371
O  11.0805  2.3374  10.0482
O  9.0206  2.0838  12.5806
O  9.6299  11.9096  13.5103
O  6.3944  4.006  18.766
O  6.109  10.0227  10.0613
O  1.351  10.8071  10.2762
O  5.2091  10.3521  14.7564
O  1.6857  10.8209  14.6499
O  11.4371  13.0794  18.6465
O  5.4329  11.7973  16.9655
O  8.0943  11.4228  11.2267
O  11.1996  4.9922  19.5367
O  8.1801  1.4656  14.9685
O  2.374  4.0115  18.636
O  3.7377  11.7478  10.3114
O  9.2175  0.4565  19.7264
O  2.2215  2.8904  12.3995
O  3.6296  12.489  15.1634
O  8.1713  3.9162  10.8708
O  5.1017  0.3208  11.2789
O  4.3641  5.429  19.568
O  6.1513  12.942  14.6317
O  3.0726  6.5607  17.4401
O  2.7478  0.9675  10.7372
O  0.3043  9.3992  16.7761
O  5.432  5.4845  12.7334
O  2.2394  5.0316  13.9959
O  6.5813  12.5655  9.4315

Results
free energy: -174311.346 eV
free energy less fixed offsets of As -4856.12, O -568.88, Si -635.61 eV per atom: 8.944 eV

Forces (eV/angstrom), in the order of the atoms: element, x, y, z
Si  -0.0015  -0.0137  0.0064
Si  -0.0029  -0.0099  0.0014
Si  0.0083  -0.0064  0.002
Si  -0.0064  -0.0004  0.0019
Si  0.0081  -0.0052  -0.0072
Si  0.0208  -0.0216  0.0044
Si  -0.0037  -0.0065  -0.0048
Si  -0.0045  -0.006  -0.0009
Si  0.013  -0.0061  0.0096
Si  0.0108  -0.0066  -0.0006
Si  -0.004  0.0063  0.0004
Si  -0.0015  0.0013  0.0002
Si  -0.0066  0.0144  -0.006
Si  0.007  0.0027  0.0033
Si  -0.0129  0.0018  0.0009
Si  0.0089  0.0013  -0.0013
Si  -0.0051  0.0069  -0.0005
Si  -0.0073  0.0162  -0.0035
Si  -0.0038  0.0018  0.0021
Si  0.0008  0.0001  0.0007
Si  0.0014  -0.0016  -0.0008
Si  -0.0051  0.0121  -0.0056
Si  0.0029  0.0026  -0.0017
Si  0.0003  0.0053  -0.0019
Si  0.0037  -0.0062  -0.0076
Si  0.0004  -0.0025  0.0026
Si  0.0002  -0.0007  0.0011
Si  -0.0003  0.0002  0.0004
Si  0.0027  -0.0008  0.0018
Si  -0.0008  -0.0034  0.0007
Si  0.0004  -0.0014  0
Si  0.0031  0  -0.0012
Si  -0.0017  -0.0021  0.0018
Si  0.0041  -0.0008  0.0005
Si  -0.0011  0.0002  0.0007
Si  -0.0034  -0.0004  -0.0016
Si  -0.0043  0.0022  0.0003
Si  -0.0007  -0.0015  -0.0017
Si  0.0014  0.0005  0.0021
Si  -0.0011  0.0023  0.0002
Si  -0.0019  0.0008  -0.0019
Si  0.0015  0.0005  -0.0001
Si  -0.0008  0.0005  0.0013
Si  -0.0026  0.0019  -0.0016
Si  0.0019  0.0018  -0.0037
Si  -0.0002  -0.0002  -0.0001
Si  -0.0013  0.0001  -0.0001
Si  0.0023  0.0029  -0.0018
Si  0.1212  0.1239  -0.0466
Si  0.0341  0.1091  -0.1658
Si  0.0399  0.0531  -0.161
Si  0.1321  0.0755  -0.1
Si  -0.0653  0.0258  -0.1862
Si  0.0619  0.0116  -0.0147
Si  -0.0171  -0.1769  0.2339
Si  0.1236  0.0112  0.3939
Si  0.0481  0.0317  0.1791
Si  0.0033  0.1313  -0.0755
Si  -0.0935  0.2662  0.2476
Si  0.0287  0.1196  -0.0792
Si  -0.0784  -0.1057  -0.2097
Si  0.029  -0.1455  0.2906
Si  -0.2036  -0.1904  0.0168
Si  0.0855  -0.1035  -0.154
Si  -0.1045  -0.082  0.1744
Si  -0.2038  0.0285  -0.1091
Si  -0.0751  0.0155  0.043
Si  -0.0105  -0.116  -0.1626
Si  0.015  0.0018  -0.0008
Si  -0.024  -0.0032  -0.0882
Si  0.1335  0.1209  0.0334
Si  0.0165  -0.1328  -0.058
Si  -0.0008  -0.0019  -0.0006
Si  0.0008  -0.0007  0.0017
Si  0.0001  -0.0005  0.0007
Si  0.0013  0.0007  0.0004
Si  -0.0033  -0.0012  -0.0001
Si  0.0031  -0.0004  -0.0013
Si  -0.0024  -0.0025  0.0021
Si  0.0029  -0.0027  -0.0016
Si  -0.0017  -0.0018  -0.0059
Si  -0.0024  0.0009  0.0004
Si  0.0005  -0.0015  0.0031
Si  -0.0024  0.0004  0.0016
Si  -0.0025  0.0017  -0.0003
Si  0.0018  0.0014  -0.0021
Si  0.001  -0.0018  -0.0024
Si  0.0013  -0.0004  -0.0009
Si  0.0035  0.0056  0.006
Si  0.0005  0.0017  0.0037
Si  0.0031  -0.0007  -0.0017
Si  0.002  0  -0.0014
Si  0.0009  -0.0009  -0.0005
Si  0.0003  -0.0005  0.002
Si  -0.0015  0.0035  -0.004
Si  0.0015  0.0018  -0.0008
Si  0.0067  -0.004  -0.0028
Si  -0.0124  0.0003  -0.0011
Si  0.0093  -0.0037  -0.0033
Si  -0.008  -0.0112  0.0019
Si  -0.0104  -0.0134  -0.0024
Si  0.0022  -0.012  0.0016
Si  -0.0073  0.0015  -0.0008
Si  0.0012  0.0043  0
Si  -0.0065  0.0014  -0.0018
Si  -0.0019  -0.0041  0.001
Si  0.002  -0.0087  0.0023
Si  -0.0012  -0.0063  0.0006
Si  0.0009  -0.0019  -0.0005
Si  0.0036  -0.0038  0.0171
Si  -0.0057  0.0023  0.0055
Si  -0.0016  0.0138  -0.0019
Si  0.0243  0.0186  -0.0123
Si  -0.0071  0.0224  0.005
Si  0.0068  -0.0027  0.0086
Si  0.0091  -0.004  0.0025
Si  0.0024  -0.0035  0.0081
Si  0.0063  0.0023  0.0028
Si  -0.0055  0.0054  0.003
Si  -0.0001  0.0072  0.0066
O  0.0009  0.0001  -0.0088
O  -0.0052  -0.0037  -0.0051
O  0.0046  -0.0024  -0.0067
O  0.0012  -0.0009  -0.0053
O  -0.0016  -0.0006  -0.0011
O  -0.0043  0.0027  -0.0147
O  -0.0101  -0.0096  0.0028
O  0.0048  -0.0171  -0.0058
O  -0.0028  -0.0021  -0.0062
O  -0.0001  0  -0.0075
O  0.0038  -0.0024  -0.0117
O  -0.0023  0.001  -0.0082
O  0.0029  0.0049  0.0005
O  -0.0091  0.0041  0.0182
O  0.001  0.0025  -0.0003
O  0.0014  -0.002  0.0115
O  0.0018  0.0023  0.0044
O  -0.0046  0.0006  0.0074
O  -0.006  0.0033  0.0015
O  0.0001  0.0002  0.0027
O  -0.0017  0.0008  -0.0085
O  -0.0024  0.0024  0.0006
O  0.0008  0.0023  0.0052
O  0.0032  0.0009  0.0061
Si  -0.0019  -0.0007  0.0026
Si  0.0003  -0.0057  -0.0044
Si  0.0041  0.0072  0.0012
Si  0.0044  0.0011  0.0003
Si  0.0011  -0.003  0.0009
Si  -0.0022  -0.0009  -0.0021
Si  0.002  0.008  -0.0195
Si  -0.0008  0.0002  -0.0099
Si  -0.001  0.0018  -0.0036
Si  0  -0.0002  -0.0055
Si  -0.0043  -0.0009  -0.0031
Si  -0.0017  0.0132  0.002
Si  -0.0009  0.0039  -0.0034
Si  -0.0027  -0.0049  -0.0054
Si  0.0017  -0.0039  -0.002
Si  0.0002  0  0.0001
Si  0.0185  -0.0062  -0.0049
Si  0.0001  -0.0046  0.0048
Si  0.0005  -0.0045  -0.0053
Si  -0.001  0.0002  -0.0019
Si  0.0072  0.0096  0.0029
Si  -0.0008  -0.0015  -0.0005
Si  0.0026  -0.0041  0.0015
Si  0.0039  0.0029  -0.0029
Si  0.0103  0.0121  0.0078
Si  -0.0001  0.0026  -0.0017
Si  0.0022  -0.0224  -0.0077
Si  0.0004  -0.0012  -0.0006
Si  -0.005  0.0065  -0.0027
Si  -0.0015  -0.0062  -0.0085
Si  0.0018  0.003  0.0059
Si  0.001  -0.0023  0.0091
As  -0.0198  -0.0016  -0.0072
Si  0.0089  -0.0025  0.0067
Si  0.0028  0.0047  -0.004
Si  -0.0009  -0.0033  0.0083
Si  0.0018  -0.0078  0.0057
Si  -0.0016  0.0031  0.0099
Si  -0.0039  -0.0048  0.0142
Si  0.0013  -0.0019  -0.0079
Si  0.0036  -0.0012  -0.0211
As  -0.0112  -0.0113  -0.0107
Si  -0.0058  -0.004  0.0108
Si  -0.0005  0.0046  -0.0078
Si  -0.0066  0.0015  -0.0034
Si  0.0028  -0.0067  -0.0026
Si  0.0027  0.0046  0.0024
O  0.0003  0.0021  -0.0017
O  0.0021  -0.0019  -0.0011
O  0.0007  0.0031  -0.0034
O  -0.0005  0.0016  -0.0041
O  0.0013  0.0004  0.0003
O  -0.0026  0.0079  0.0094
O  0.0004  0.0016  -0.0004
O  0.0018  0.002  0.0022
O  0.0025  -0.0012  0.0021
O  -0.0031  -0.0028  -0.0001
O  -0.0017  -0.0026  0.0007
O  0.0045  -0.0052  0.0026
O  -0.0012  -0.0027  0.0002
O  0.0025  -0.0009  0.006
O  -0.0035  -0.0037  0.0041
O  -0.0002  0.0016  -0.0009
O  -0.0031  -0.0006  0.0015
O  0.0027  0.001  -0.0038
O  0.0011  0.0003  0.0029
O  -0.0009  -0.0025  -0.0017
O  -0.0007  -0.0007  -0.0045
O  -0.0008  -0.0108  0.0018
O  0.0007  0.0039  -0.0003
O  0.0054  0.0022  -0.0085
O  -0.0032  0.0024  0.003
O  -0.0041  -0.0011  -0.0003
O  -0.003  -0.0005  0.0008
O  -0.0019  0.0018  0.0008
O  -0.0024  0  0.0016
O  0.0024  -0.0016  -0.0025
O  0.0038  0.003  -0.0013
O  -0.0007  -0.0014  0.0013
O  -0.0005  0.0009  -0.0014
O  -0.0027  -0.0004  -0.0032
O  0.0025  -0.0011  0.0035
O  -0.0006  0.001  0.001
O  -0.0055  0.0003  -0.0009
O  0.0015  0.0014  -0.0015
O  -0.0005  -0.0036  -0.0015
O  -0.0024  0.0026  0.0003
O  -0.0029  0.0021  -0.0013
O  -0.0002  0.0003  -0.0004
O  0.0028  0.0023  0.0016
O  0.0012  0.0257  -0.0005
O  -0.0019  0.0025  -0.0009
O  0.0046  -0.0032  -0.0024
O  0.0009  -0.0003  0.0015
O  0.0171  -0.0063  0.0095
O  -0.0044  0  0.0039
O  -0.0011  -0.0048  -0.0029
O  0.0007  0.0022  0.0012
O  -0.002  0.0044  0.0015
O  -0.0001  0.0005  -0.0002
O  0.0002  -0.0071  -0.0011
O  -0.0014  -0.0033  -0.0036
O  -0.0009  0.0016  -0.0008
O  -0.0104  -0.0023  0.0097
O  0.0009  0.0031  0.0003
O  0.0011  0.0004  -0.0001
O  0.0005  0.0033  0.0022
O  -0.0001  0.0026  0.0024
O  -0.0013  0.0028  0.0034
O  0.0014  0.0026  0.0046
O  -0.0025  0.002  -0.011
O  -0.002  -0.0006  0.001
O  -0.0014  -0.0017  0.0025
O  0.001  -0.0022  0.0006
O  -0.0011  -0.0017  -0.0001
O  -0.0012  -0.0004  -0.0021
O  0.0017  -0.0008  -0.0001
O  -0.0005  0.0012  0.0014
O  0.003  -0.0033  -0.0004
O  -0.0016  -0.001  0.003
O  -0.0003  -0.0018  -0.0016
O  0.0009  0.0002  0.0026
O  -0.001  -0.0045  0.006
O  -0.0007  -0.0012  0.0022
O  0.0004  0.0023  0.0073
O  -0.0028  -0.0062  0.0016
O  0.0019  -0.0055  0.0025
O  0.0001  -0.0004  -0.0009

The program warned: the cutoff lies below the one the program advises for these potential files; the forces do not sum to zero within the program's tolerance; the exchange-correlation potential is rough where the density is thin.
